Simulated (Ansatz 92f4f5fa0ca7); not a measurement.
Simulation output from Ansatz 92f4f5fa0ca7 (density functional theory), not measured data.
Periodic cell of 184 atoms, Si120O64, from a study of silicon, its oxide and their interface. The atomic structure is a simulated model.
This geometry differs little from another in the collection (a relaxation step or a small displacement).

Settings: functional r2SCAN; potential files Ansatz PAW; basis plane waves; wave-function cutoff 800 eV; density cutoff ratio 5; exchange-correlation grid ratio 1; k mesh 1 x 1 x 1, shifted by 0.5 0.5 0 of a step; self-consistency stop 1e-10 eV per atom in the density residual; occupations fixed; spin none; net charge 0.

Cell vectors (angstrom)
a, 10.888, 0, 0
b, 0, 10.888, 0
c, 0, 0, 26.8605

Atoms and the computed forces on them: element, x, y, z (angstrom), force x, y, z (eV/angstrom)
Si, 0.374, -0.1488, 0.0662, 0.1031, -0.0946, -0.0177
Si, 2.0094, 3.1194, 0.0648, 0.0095, 0.0353, 0.0272
Si, 0.1685, 4.7935, 0.191, 0.1053, 0.0652, 0.0606
Si, 1.8796, 9.013, -0.7139, 0.015, 0.0396, 0.0732
Si, 5.9318, -0.038, -0.0454, -0.0046, -0.0174, 0.1346
Si, 7.8879, 3.1286, 0.2317, 0.0077, 0.034, 0.1694
Si, 5.6262, 5.2689, 0.2781, 0.0039, -0.0532, 0.1301
Si, 8.1115, 8.5078, -0.1455, -0.0414, 0.0313, 0.1096
Si, 1.3589, 1.3875, 1.527, -0.0233, 0.0679, 0.0868
Si, 3.9273, 4.0193, 1.284, 0.0629, 0.0674, 0.0008
Si, 1.1162, 6.6714, 1.2056, -0.0674, -0.1207, -0.0211
Si, 4.216, 9.7997, 1.1799, 0.0921, 0.062, 0.0057
Si, 6.877, 1.4467, 1.4318, 0.0202, 0.0034, -0.0232
Si, 9.4734, 4.0316, 1.6723, -0.001, -0.0256, -0.0071
Si, 6.9562, 6.8837, 1.2995, -0.0429, -0.0197, 0.0557
Si, 9.6099, 9.594, 1.299, -0.0226, -0.0057, 0.0268
Si, -0.0505, 2.6355, 2.921, -0.0167, -0.0395, 0.0516
Si, 2.8225, 0.046, 2.7379, -0.0439, -0.0244, 0.0572
Si, -0.0334, 8.1381, 2.6797, 0.0354, 0.0521, -0.0299
Si, 2.683, 5.5022, 2.6226, -0.0653, -0.0358, 0.0275
Si, 5.3414, 2.713, 2.7034, 0.0546, -0.0076, 0.0315
Si, 8.2416, 0.0331, 2.7228, -0.0281, -0.01, 0.0377
Si, 5.4484, 8.2284, 2.5641, 0.0428, 0.0429, 0.0259
Si, 8.1779, 5.5665, 2.8259, 0.0014, 0.0028, 0.0619
Si, 1.3645, 4.1282, 4.0755, -0.0364, -0.0272, -0.0108
Si, 4.1048, 1.3734, 4.162, 0.0244, -0.0003, -0.0056
Si, 1.392, 9.5106, 4.0078, 0.0271, 0.0234, 0.019
Si, 4.0964, 6.837, 3.9807, 0.0225, -0.0067, -0.0364
Si, 6.7406, 4.123, 4.0433, 0.0593, -0.0094, 0.0052
Si, 9.5047, 1.2966, 4.2305, -0.0212, 0.0347, 0.0299
Si, 6.8028, 9.5474, 4.0104, 0.0083, 0.0313, -0.0241
Si, 9.5398, 6.8742, 4.1696, -0.0391, -0.0276, -0.0079
Si, 0.0387, -0.0635, 5.4777, -0.0087, 0.0445, -0.0246
Si, 2.7138, 2.7567, 5.4623, 0.0006, -0.0107, 0.0102
Si, 0.0106, 5.462, 5.4596, -0.0144, 0.008, 0.0109
Si, 2.7396, 8.1606, 5.3865, -0.0104, -0.0134, -0.005
Si, 5.4842, -0.008, 5.4458, -0.0038, 0.0086, 0.0173
Si, 8.1104, 2.7444, 5.4375, 0.0166, 0.0162, -0.0037
Si, 5.4066, 5.4747, 5.4209, -0.0057, -0.0196, -0.0247
Si, 8.1369, 8.2201, 5.464, 0.0101, -0.0136, 0.0123
Si, 1.3671, 1.3579, 6.8147, -0.0254, -0.0143, 0.0169
Si, 4.0799, 4.1041, 6.8213, 0.005, 0.0235, 0.0173
Si, 1.383, 6.8186, 6.7894, 0.0065, -0.027, 0.0249
Si, 4.1001, 9.5059, 6.769, 0.0236, 0.0274, 0.0194
Si, 6.7995, 1.372, 6.8178, -0.0029, 0.0072, 0.0069
Si, 9.5175, 4.0825, 6.7822, -0.0127, 0, 0.0197
Si, 6.7877, 6.8132, 6.7974, 0.0115, 0.0063, 0.0087
Si, 9.5301, 9.5204, 6.8486, 0.0029, 0.0004, 0.0091
Si, -0.0177, 2.7238, 8.1645, 0.0034, 0.003, -0.0044
Si, 2.7512, -0.0224, 8.138, 0.001, -0.0088, -0.0026
Si, 0.0163, 8.145, 8.1775, -0.0189, 0.0069, -0.0109
Si, 2.7085, 5.457, 8.1721, -0.0209, -0.0104, -0.0103
Si, 5.4353, 2.7138, 8.177, 0.0039, -0.0033, -0.0103
Si, 8.168, 0.0265, 8.1771, 0.0165, 0.0134, -0.0076
Si, 5.4292, 8.1579, 8.178, -0.0009, -0.0068, -0.0249
Si, 8.1642, 5.4358, 8.1422, -0.012, -0.009, 0.0006
Si, 1.3527, 4.0871, 9.5307, -0.0022, -0.0028, -0.0018
Si, 4.0748, 1.3342, 9.527, 0.0059, 0.0112, -0.0227
Si, 1.4071, 9.505, 9.5146, -0.019, 0.0095, -0.0147
Si, 4.0617, 6.7946, 9.547, 0.0195, -0.0065, -0.014
Si, 6.824, 4.0645, 9.5164, -0.001, 0.0092, -0.0048
Si, 9.5264, 1.3671, 9.5465, -0.0099, -0.001, -0.018
Si, 6.7899, 9.549, 9.5181, 0.0129, -0.0051, -0.0108
Si, 9.5346, 6.7713, 9.5145, 0.0055, 0.0073, -0.0195
Si, 0.06, 0.0035, 10.8336, 0.0029, 0.0022, 0.022
Si, 2.7123, 2.6976, 10.8697, -0.021, 0.0023, 0.0204
Si, 0.0025, 5.4399, 10.9198, -0.0161, -0.001, 0.0211
Si, 2.7209, 8.1472, 10.9463, 0.0071, -0.0116, 0.0195
Si, 5.4143, -0.0146, 10.9219, 0.0063, 0.0025, 0.0126
Si, 8.1649, 2.7177, 10.9255, 0.0165, -0.0074, 0.0228
Si, 5.4236, 5.3918, 10.85, 0.0038, 0.011, 0.0219
Si, 8.1743, 8.1689, 10.8181, -0.0108, 0.0182, 0.0101
Si, 1.3523, 1.3687, 12.2568, -0.0005, -0.0121, -0.0531
Si, 4.1067, 3.9904, 12.2413, -0.0018, 0.0198, -0.0504
Si, 1.3692, 6.7714, 12.3274, -0.0049, -0.012, -0.0157
Si, 4.0558, 9.5218, 12.3294, -0.017, 0.0072, -0.0208
Si, 6.7789, 1.346, 12.2718, 0.0201, -0.0157, -0.0211
Si, 9.5461, 4.0754, 12.287, -0.0246, 0.0063, -0.0287
Si, 6.7497, 6.8285, 12.1213, 0.0288, -0.0333, -0.0482
Si, 9.6244, 9.4852, 12.1295, -0.022, 0.0125, -0.0526
Si, 0.0125, 2.7154, 13.684, -0.0057, -0.0106, -0.0067
Si, 2.6696, 0.0118, 13.6791, 0.0008, 0.0056, 0.0024
Si, 0.0086, 8.1801, 13.6554, -0.016, -0.0169, -0.0002
Si, 2.7363, 5.319, 13.6107, 0.0166, -0.0064, -0.0031
Si, 5.4142, 2.637, 13.7209, -0.0034, 0.0215, -0.0104
Si, 8.2441, -0.0609, 13.424, -0.0139, -0.0132, -0.0371
Si, 5.4246, 8.1001, 13.6116, 0.0103, 0.0043, -0.0086
Si, 8.0952, 5.4897, 13.4627, -0.0177, -0.0004, -0.024
Si, 1.669, 3.7647, 15.0416, -0.0453, -0.039, -0.1519
Si, 3.8399, 1.4661, 15.1183, 0.0178, 0.0211, -0.193
Si, 1.0199, 9.8588, 15.0067, -0.0147, -0.0217, -0.1462
Si, 4.2762, 6.4766, 14.9126, 0.0379, 0.0141, -0.1377
Si, 6.564, 4.3661, 14.8165, -0.007, -0.0173, -0.1404
Si, 9.6346, 1.1308, 14.8744, 0.0631, 0.0298, -0.1085
Si, 7.1475, 9.2452, 14.7083, -0.0184, -0.049, -0.1253
Si, 9.2381, 7.0034, 14.8158, 0.0245, 0.0052, -0.1489
Si, -20.8039, -15.6244, 21.7524, -0.0291, -0.0053, -0.0069
Si, 6.0718, -10.6689, 19.8688, 0.0145, 0.0314, -0.0048
Si, -4.2329, 2.9526, 19.6053, 0.0155, -0.0207, -0.0282
Si, 30.7634, -4.1167, 21.5893, 0.0284, 0.0126, 0.0127
Si, 13.2635, 14.4725, 20.5837, 0.0256, 0.0484, -0.006
Si, -6.0184, 6.2301, 24.3715, 0.0346, -0.0411, 0.0706
Si, 8.5947, -1.8362, 23.7125, -0.0433, -0.0248, 0.064
Si, -11.2072, 11.173, 22.4686, -0.0274, 0.0134, 0.0297
Si, 4.4546, 4.4182, 22.2955, -0.0259, 0.0102, -0.0217
Si, -28.1374, 16.1125, 19.575, -0.019, -0.0081, -0.0064
Si, 25.6856, -14.1113, 17.6873, -0.0191, -0.0069, -0.1016
Si, 10.6082, -5.7348, 17.0491, -0.0107, -0.0119, -0.1116
Si, -6.9133, -11.512, 21.7212, 0.0425, -0.0199, 0.0087
Si, 22.4621, 1.8035, 24.6588, 0.0216, 0.0129, 0.1211
Si, -19.0186, 8.0693, 23.3782, -0.0048, -0.0115, 0.0346
Si, 10.7837, -25.4029, 19.3265, -0.009, -0.0239, -0.0311
Si, -31.1742, 9.3366, 18.0769, -0.011, -0.03, -0.1417
Si, -15.6202, 32.8868, 23.7853, 0.058, -0.0159, 0.0916
Si, -3.0201, 23.263, 21.7191, -0.0331, -0.0176, 0.0142
Si, 1.6217, 11.5341, 20.2546, -0.014, -0.0322, -0.0029
Si, -14.6198, 5.0322, 22.9115, 0.0429, -0.0189, 0.0347
Si, 16.3514, -11.4012, 16.9881, 0.005, 0.0478, -0.1117
Si, 19.2612, -18.7637, 17.0229, 0.0173, 0.0156, -0.0935
Si, -1.431, 14.7428, 24.7777, 0.0015, 0.0026, 0.0882
O, 9.8662, -15.5741, -10.7843, 0.0274, -0.0269, 0.0756
O, -12.8914, 1.7211, -10.6627, -0.034, -0.0019, 0.0666
O, -9.1926, 10.7669, -8.0425, 0.0056, 0.0397, 0.0325
O, 15.0708, 7.6248, -2.8657, -0.0094, 0.0112, 0.0119
O, -6.0317, 6.0778, -0.9022, -0.0093, 0.0348, -0.0518
O, 11.912, 7.1555, -6.3776, 0.0387, 0.0003, 0.0164
O, -4.0072, 9.5542, -0.3123, 0.0276, -0.0206, -0.0299
O, -4.2954, 31.9978, -10.9923, -0.0005, 0.0491, 0.0713
O, 26.6043, -12.8538, -9.5898, -0.0052, -0.026, 0.0245
O, -15.0539, 15.0637, -0.2784, -0.0542, 0.0215, -0.0331
O, -2.2099, 2.7765, -1.1438, 0.0376, -0.0576, -0.0235
O, 10.1679, 5.039, -1.2061, -0.036, 0.0259, -0.0615
O, 2.6492, 8.2777, -8.3835, -0.0014, -0.0086, 0.0598
O, 16.4392, 12.6608, -6.986, -0.0284, 0.007, 0.0088
O, -11.8785, -0.9387, -3.5598, 0.0498, 0.005, -0.0144
O, 3.1932, 4.2931, -7.515, -0.014, -0.0118, -0.002
O, 1.6092, 20.3494, 16.47, 0.0161, 0.0061, 0.1006
O, -3.6742, -11.8889, 23.7323, 0.0138, -0.0148, -0.0304
O, 3.0966, -1.9238, 22.0826, -0.0157, 0.0061, -0.027
O, 13.8389, 0.4534, 21.1307, 0.0074, 0.037, 0.0145
O, -9.0039, 6.7896, 22.918, 0.0086, -0.0261, -0.0026
O, -6.8985, 5.0263, 23.7145, -0.0079, -0.0156, -0.0066
O, 3.5171, 6.9669, 16.2744, -0.0262, 0.0062, 0.0735
O, -0.2122, 13.9234, 24.1315, 0.0246, 0.0103, -0.0508
O, 14.3811, 3.2452, 21.7443, 0.0099, -0.0166, 0.0021
O, 5.4428, 5.4213, 15.3761, -0.005, 0.007, 0.0576
O, 18.3462, 11.1297, 20.726, 0.018, -0.0094, -0.0033
O, -9.8477, 26.3105, 16.3397, -0.0217, 0.0454, 0.0856
O, 7.769, 5.7144, 21.5803, -0.0213, -0.0056, -0.0188
O, -11.0116, 33.4925, 25.6874, -0.0563, 0.077, -0.0675
O, -0.5723, 16.9836, 22.2405, 0.0277, -0.0113, 0.0042
O, -15.8964, -6.5451, 19.3592, 0.0025, 0.0112, 0.0026
O, -0.1483, -10.8418, 15.3922, -0.0138, 0.0015, 0.0678
O, -14.2194, 13.4551, 18.324, -0.0215, -0.0244, 0.0528
O, 2.0126, -8.4877, 25.4058, 0.0142, -0.035, -0.1127
O, 4.7692, -0.1262, 23.0324, -0.0354, 0.0092, -0.0245
O, 4.4577, -5.2732, 21.1633, -0.0032, 0.0123, -0.0075
O, 4.4238, 22.4114, 16.434, 0.02, -0.0372, 0.1117
O, 6.2605, -11.0155, 18.3223, 0.0283, -0.0069, 0.0264
O, -10.8019, -2.2456, 18.507, -0.0132, 0.0153, 0.0282
O, -13.2807, -2.9207, 22.5382, -0.0045, 0.006, -0.0084
O, -13.3816, -6.4897, 23.7151, -0.043, 0.0242, -0.0502
O, 20.5189, -17.8441, 17.4326, 0.0075, -0.0023, 0.0528
O, 12.2783, 15.5518, 21.2854, -0.0122, -0.0172, 0.0163
O, 14.2574, 20.1334, 26.7451, -0.1249, -0.0881, 0.032
O, 13.6419, -8.2564, 15.5797, 0.0032, -0.0029, 0.0703
O, 1.4868, 29.3201, 26.7186, -0.0201, 0.0286, 0.0688
O, -4.4881, -4.7404, 23.834, -0.0153, 0.0284, -0.0135
O, -13.0282, -13.4199, 25.1944, 0.0587, -0.0069, -0.0968
O, 12.4411, -19.502, 20.0929, -0.0056, 0.0064, 0.0001
O, -10.536, -21.8035, 21.0255, 0.0056, -0.0216, -0.0069
O, 27.7718, -6.9147, 22.5057, 0.0052, -0.0253, 0.004
O, 10.9882, 5.966, 18.3803, 0.0128, -0.0006, 0.0381
O, -12.4408, 7.2372, 20.0714, -0.0282, 0.0097, -0.0035
O, -3.9911, -9.4407, 23.0241, -0.0179, 0.0296, -0.0099
O, 8.1731, -2.7547, 15.3601, -0.0218, 0.0117, 0.0349
O, -8.922, 8.9091, 24.5235, -0.0302, 0.0274, -0.0469
O, 7.6923, 2.8577, 20.8648, 0.0123, 0.0282, 0.0206
O, -6.3046, -4.3508, 18.6414, 0.0186, -0.0105, 0.0181
O, 15.9479, -22.6278, 20.5323, -0.0293, -0.0221, 0.0068
O, -3.5263, 3.8705, 16.1262, 0, -0.0023, 0.0701
O, 5.7315, 11.481, 25.3122, -0.0325, 0.03, -0.0681
O, -9.9728, 11.8018, 23.3309, 0.0272, -0.0384, -0.0325
O, -1.496, -42.1931, 22.1954, 0.0236, 0.0159, -0.001

Results
free energy: -113255.914 eV
free energy less fixed offsets of O -570.45, Si -639.56 eV per atom: 0.086 eV

The program warned: the cutoff lies below the one the program advises for these potential files; the forces do not sum to zero within the program's tolerance; empty levels may hold ghost states of the PAW files; the exchange-correlation potential is rough where the density is thin.
